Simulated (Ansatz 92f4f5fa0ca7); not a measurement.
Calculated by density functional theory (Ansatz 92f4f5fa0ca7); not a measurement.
Periodic cell of 273 atoms, Si166O106B1, from a study of silicon, its oxide and their interface. The atomic structure is a simulated model.
Doubt: the cutoff is far below the 930 eV that the study's wrapper takes by default for these files, so forces and energies are approximate.
This geometry differs little from another in the collection (a relaxation step or a small displacement).

Settings
functional: PBE
potential files: Ansatz PAW
basis: plane waves
wave-function cutoff: 580 eV
density cutoff ratio: 5
exchange-correlation grid ratio: 1
k mesh: 1 x 1 x 1, Gamma-centred
self-consistency stop: 5e-08 eV per atom in the density residual
occupations: fixed
spin: none
net charge: -1 e, with a uniform compensating background and no finite-size correction

Cell vectors (angstrom)
a  11.6015  0  0
b  0  13.3963  0
c  0  0  29.8085

Atoms and the computed forces on them: element, x, y, z (angstrom), force x, y, z (eV/angstrom)
Si  11.5546  0.1698  22.92  0.0026  -0.0028  -0.0001
Si  3.9082  0.1482  23.053  -0.0031  -0.0022  0.0016
Si  7.6802  0.1127  23.1723  0.0019  -0.0016  0.0003
Si  2.0719  3.4598  22.8909  -0.0005  0.0011  0.0015
Si  5.9056  3.6896  23.003  0.0004  -0.0018  0.0005
Si  9.7627  3.5351  23.0382  0.0005  0.0002  0.0005
Si  11.6744  6.8745  23.0921  0.0017  0.0047  0.0007
Si  3.963  7.0408  23.2023  0.0011  -0.0001  -0.0002
Si  7.8018  6.891  23.2527  0.0006  -0.0005  -0.0004
Si  2.0406  10.2359  23.2702  -0.005  0.0023  0.0003
Si  5.865  10.0935  23.3261  -0.0015  -0.0026  -0.0002
Si  9.8505  10.0816  23.2519  0.0022  0.0019  -0.0001
Si  11.701  2.3797  23.7548  0.0002  0.0018  -0.0027
Si  4.0019  2.4048  23.751  0.0012  0.0006  -0.0015
Si  7.7895  2.4141  23.7776  -0.0013  0.0006  -0.0011
Si  2.0378  5.7112  23.7139  -0.0019  -0.0032  -0.0013
Si  5.8413  5.8131  23.9957  -0.0007  -0.0007  -0.001
Si  9.748  5.7297  23.9043  0.0001  -0.0023  -0.0012
Si  11.7599  9.0391  24.0748  0.0012  -0.0038  0.0028
Si  3.9114  9.1342  24.2174  0.0015  0.0007  -0.0013
Si  7.8555  9.0804  24.0553  0.0006  0.0015  -0.0016
Si  1.9069  12.4953  23.8485  0.0023  0.0028  -0.0022
Si  5.7773  12.3731  23.9427  0.0009  0.0038  0.0005
Si  9.6991  12.385  23.8274  -0.0033  0.0003  -0.002
Si  11.6497  2.2793  26.171  0  -0.0012  0.0041
Si  3.9178  2.3028  26.1591  -0.0016  -0.0005  0.0026
Si  7.7591  2.3148  26.1831  0.0025  -0.0005  0.0024
Si  1.9805  5.6303  26.1542  0.0003  0.0051  0.002
Si  5.8244  5.6773  26.3375  0.001  0.0018  0.0018
Si  9.7118  5.6373  26.2723  -0.0004  0.0043  0.0019
Si  11.6739  9.0094  26.4124  -0.0004  0.0042  -0.0033
Si  3.8861  9.013  26.5156  -0.002  -0.0016  0.0061
Si  7.7984  8.994  26.387  0.0009  -0.0023  0.0055
Si  1.8889  12.3421  26.2659  -0.0008  -0.005  0.0022
Si  5.795  12.3233  26.3  -0.0001  -0.0041  0.0031
Si  9.7333  12.3066  26.2426  -0.0008  -0.0033  0.0041
Si  1.9833  1.1745  27.0026  0.002  0.0023  -0.0046
Si  5.8279  1.1837  27.012  0.0007  0.0009  -0.004
Si  9.688  1.1633  26.9783  -0.003  0.0019  -0.004
Si  11.6532  4.4978  26.9989  0  -0.0015  -0.0043
Si  3.8882  4.5053  27.0112  0.0005  -0.0025  -0.0033
Si  7.76  4.5185  27.0499  -0.0009  -0.0032  -0.002
Si  1.959  7.8061  27.1303  0.0023  -0.0006  -0.0026
Si  5.8524  7.8866  27.169  -0.0002  0.0016  -0.0012
Si  9.7308  7.847  27.1052  -0.0007  -0.0001  -0.003
Si  11.6169  11.2223  27.2948  0.0034  -0.0044  0.0295
Si  3.8453  11.2779  27.126  0.001  0.0025  -0.0037
Si  7.7676  11.2465  27.0593  -0.0002  0.004  -0.0064
Si  1.9048  1.0485  29.386  -0.0019  -0.0031  0.0056
Si  5.7942  1.1348  29.4016  -0.0027  -0.0047  0.0043
Si  9.6989  1.0565  29.3742  -0.004  -0.0032  0.0064
Si  0.0129  4.4476  29.3907  -0.0033  -0.0014  0.0052
Si  3.8474  4.4489  29.3792  -0.0015  -0.0003  0.0039
Si  7.744  4.4677  29.4201  -0.0019  0  0.0023
Si  1.9166  7.8516  29.4787  -0.0001  0.0002  -0.0023
Si  5.8283  7.8206  29.5164  -0.0025  0.0002  -0.003
Si  9.71  7.8713  29.4504  -0.0059  0.0006  -0.002
B  0.0059  11.1641  29.3854  -0.0314  0.0206  -0.0425
Si  3.8104  11.1901  29.4738  -0.0031  -0.0086  -0.0001
Si  7.8056  11.1687  29.41  0.001  -0.0038  0.0016
Si  -0.0087  -0.2639  0.2393  0.003  -0.0079  0.0043
Si  3.8689  0.0113  0.4374  0.0027  0.0076  -0.0051
Si  7.717  -0.0093  0.3727  0.0052  0.0076  -0.0051
Si  1.9315  3.2834  0.3502  0.0019  0.0009  -0.0012
Si  5.7848  3.356  0.4127  0.0022  0.0012  -0.003
Si  9.6681  3.305  0.3542  0.0031  -0.0017  -0.0029
Si  -0.0041  6.6757  0.3978  0.0029  -0.0023  -0.0017
Si  3.858  6.681  0.3831  0.0032  0.0009  0.0024
Si  7.7866  6.7055  0.4267  0.0019  -0.0002  -0.0001
Si  1.7184  10.1777  0.2738  0.0246  -0.0054  0.0083
Si  5.8218  10.0903  0.403  -0.0014  0.0015  -0.0005
Si  9.8899  10.1731  0.2667  0.0074  0.0024  0.0017
Si  11.5456  -0.0886  2.6205  -0.0006  0.0066  -0.0054
Si  3.835  -0.0757  2.8298  0  -0.0014  0.0032
Si  7.6669  -0.1024  2.7541  0.0015  -0.001  0.0023
Si  1.926  3.2546  2.7076  -0.0026  0.0025  0.0006
Si  5.747  3.2704  2.8102  0.0008  0.0021  0.002
Si  9.6037  3.2949  2.7281  0.0019  0.0024  0.0007
Si  11.5705  6.632  2.7556  0.0009  -0.0003  0.0025
Si  3.8648  6.6079  2.7265  0.0001  -0.0004  -0.0001
Si  7.7456  6.6369  2.7861  -0.0019  -0.0007  0.0007
Si  1.8977  10.0124  2.6501  0.0025  -0.0024  0.0002
Si  5.8255  10.04  2.7691  -0.0004  -0.0029  0.0016
Si  9.7022  9.9885  2.6457  -0.0027  -0.0016  -0.0009
Si  11.5524  2.1559  3.3757  -0.0001  -0.0052  0.0032
Si  3.8084  2.125  3.6502  0.0011  -0.0012  0.0001
Si  7.6816  2.1059  3.537  -0.0008  -0.0018  -0.0017
Si  1.903  5.4837  3.4546  0.0014  -0.0007  -0.0007
Si  5.8038  5.5238  3.5641  -0.0001  0.0005  -0.0024
Si  9.6579  5.5029  3.6076  -0.0005  -0.0017  -0.0014
Si  11.6103  8.8795  3.523  0.0008  -0.0003  -0.0002
Si  3.8694  8.8764  3.3671  0.0009  0.0019  -0.0032
Si  7.7693  8.8905  3.5049  -0.0017  0.0018  -0.0009
Si  1.8406  12.216  3.5196  0.0004  0.0006  0.0018
Si  5.757  12.2142  3.7438  -0.0005  0.0007  -0.0005
Si  9.6292  12.1847  3.4753  -0.0009  0.0018  0.0022
Si  11.4774  2.1352  5.7069  -0.0004  0.0034  -0.0024
Si  3.7254  2.0263  6.0705  -0.0014  0.0007  0.0003
Si  7.6053  1.9637  5.9089  -0.0002  0.001  0.0019
Si  1.8775  5.3965  5.7886  0.0007  -0.0014  -0.0003
Si  5.8017  5.4636  5.9358  0.0013  0.0013  0.0028
Si  9.6231  5.4319  6.006  -0.0003  -0.0009  0.0012
Si  11.636  8.7914  5.9026  -0.0009  -0.0034  0.0013
Si  3.9017  8.7913  5.6953  0.0012  -0.0001  0.0009
Si  7.7829  8.815  5.8864  -0.0005  -0.0004  0.0006
Si  1.7729  12.1516  5.8947  0.0023  0.0009  0.0003
Si  5.7174  12.1121  6.2444  -0.0007  -0.0008  -0.0004
Si  9.5837  12.1019  5.8342  -0.0036  -0.0001  0.0001
Si  1.6275  0.9658  6.7123  0.0001  -0.003  0.0004
Si  5.6675  0.9807  7.0041  0.0001  -0.001  0.0004
Si  9.6338  0.9278  6.5671  0.0027  -0.0038  -0.0004
Si  11.5741  4.2937  6.6895  0.0006  -0.0006  0.0006
Si  3.824  4.3185  6.5578  -0.0025  -0.0013  -0.0017
Si  7.6908  4.1723  6.6204  0.0004  0.0003  -0.001
Si  2.0265  7.6241  6.486  -0.0016  0.0037  0.0006
Si  5.8271  7.7436  6.6631  -0.0004  -0.0011  -0.0011
Si  9.7184  7.6994  6.7092  0.0013  0.0033  -0.001
Si  11.4473  10.984  6.7598  -0.0002  0.0022  0.0007
Si  3.6484  10.9315  6.6273  -0.0024  0.0006  0
Si  7.7598  10.9719  6.8464  0.0044  0.0009  -0.0021
O  9.8971  7.894  8.376  -0.0005  -0.0017  0.0013
O  9.9015  0.8261  8.2216  -0.0008  0.0011  0.0007
O  1.0312  0.9207  8.304  0  0.0005  0.0004
O  3.086  10.5563  8.1503  0.0007  -0.0001  0
O  5.8155  7.9181  8.3351  0  -0.0003  0.0005
O  5.6076  1.1773  8.6963  -0.0002  0.0004  -0.0011
O  3.7684  4.329  8.2092  0.0012  0.0004  -0.0006
O  7.6421  3.7261  8.25  -0.0003  0.0007  -0.0001
O  0.0558  4.245  8.3677  0  0.0003  0.0011
O  11.1482  10.9402  8.4174  0  -0.0005  0.0004
O  8.1231  10.7688  8.4902  -0.001  0.0006  0.0019
O  2.38  7.4928  8.0944  0.0002  -0.0015  -0.0001
O  11.424  0.1983  21.2322  -0.0003  0.0007  -0.0001
O  9.7514  3.6393  21.3682  -0.0005  0.0004  0.0006
O  4.143  7.5475  21.6091  -0.0001  -0.0003  0.0009
O  6.0042  4.1834  21.3838  -0.0004  0.0003  -0.0002
O  5.7602  9.7513  21.6862  0.0009  0.0006  0.0001
O  2.1546  3.3915  21.2034  0.0006  0.0001  -0.0005
O  7.3744  13.4346  21.5262  -0.0005  -0.0002  -0.0012
O  3.998  0.1438  21.3827  0.001  0.0003  -0.0013
O  7.749  6.9657  21.5973  0.0002  0.0002  0.0018
O  2.1218  10.1756  21.613  0.001  -0.0009  -0.0007
O  11.5718  6.9945  21.4221  -0.0003  -0.001  -0.0007
O  10.1622  9.6442  21.6563  -0.0012  -0.0005  -0.0007
Si  11.5762  6.4486  11.2675  0.0001  -0.0001  -0.0006
Si  1.5634  10.3648  16.2531  0  -0.0002  0.0007
Si  0.2239  3.6803  9.8873  -0.0005  -0.0002  -0.0014
Si  8.0924  12.8579  20.1956  -0.0003  0.0014  0.0018
Si  2.8394  10.4614  9.7416  -0.0006  0.0002  -0.0025
Si  2.5763  10.3939  20.0753  -0.0001  0.0006  0.0008
Si  10.3571  3.7089  19.8587  -0.0001  -0.0005  0.0008
Si  0.2447  12.804  17.0962  -0.0004  0.0002  0.0008
Si  10.8177  0.7012  19.7912  0.0002  -0.0008  0.0015
Si  3.1537  7.7476  16.22  -0.0001  0.0001  0.0001
Si  0.3434  6.4945  19.9237  -0.0003  -0.0002  0.0008
Si  9.3788  2.5257  14.2892  0.0004  0.0002  0
Si  2.9046  2.544  11.0303  -0.0009  -0.0007  -0.0012
Si  5.1242  11.9897  15.3658  0.0004  0  0.0005
Si  4.9462  8.6829  20.7408  -0.0007  0.0007  0.0008
Si  3.6069  -0.3933  11.28  -0.0005  -0.0007  -0.0013
Si  5.5766  8.892  14.7825  -0.0001  0.0002  -0.0011
Si  -0.1669  11.314  9.9851  0.0003  -0.0005  -0.0006
Si  9.4625  10.0122  20.237  0.0005  0.0002  0.0014
Si  3.4539  0.0475  19.8504  0.0007  0.0001  0.002
Si  7.4647  4.7015  9.532  0.0006  -0.0003  -0.0009
Si  2.3653  12.3586  14.161  -0.0001  0.0002  -0.0003
Si  6.1843  0.5906  10.1301  0.0002  -0.0003  -0.0002
Si  2.7997  2.905  19.7688  -0.0006  -0.0003  0.0012
Si  5.7125  4.4566  13.6494  -0.0001  0.0003  -0.0002
Si  7.4682  0.2173  15.6047  0.0002  -0.0001  0.0009
Si  9.6058  11.3457  15.1998  -0.0004  -0.0001  0.0002
Si  1.9818  6.5666  13.5328  -0.0003  -0.0003  -0.0006
Si  2.8354  3.5304  14.0042  -0.0002  0.0003  -0.0001
Si  11.7111  9.169  18.4274  0.0002  0.0002  0.0002
Si  11.228  0.8715  9.1783  0.0003  0.0001  -0.0013
Si  9.1232  7.3246  9.6897  0.001  0.0013  -0.0006
Si  8.6732  8.5596  14.568  -0.0002  0  -0.0001
Si  4.7717  7.1741  12.3304  -0.0002  0.0004  -0.0007
Si  2.9772  5.6284  18.7471  -0.0001  0.0006  0.0005
Si  2.5365  7.4045  9.6894  -0.0005  0.0005  -0.0014
Si  6.2618  8.4318  9.8158  -0.0001  0  -0.0013
Si  4.328  4.7621  9.6497  -0.001  0.0004  -0.0003
Si  9.3598  10.496  12.2679  0  -0.0005  -0.0012
Si  5.948  13.0319  17.9827  -0.0001  0.0001  0.0012
Si  7.9874  4.9398  18.3704  0.0004  -0.0011  0.0007
Si  8.3023  5.4119  15.2042  0.0006  0.0003  0.0001
Si  7.3301  11.0733  9.9016  0.0001  -0.0009  -0.0011
Si  5.3945  4.2062  19.8679  0.0007  -0.0002  0.0014
Si  0.7791  1.4931  15.0364  -0.0003  0.0005  0.0001
Si  7.5562  7.534  20.0973  0.001  0.0004  -0.0006
Si  7.6394  2.7948  11.8555  0.0004  -0.0006  0.0004
O  3.4523  6.0855  10.0893  0.0002  -0.0009  0.0007
O  1.9396  2.6621  15.0717  0.0001  0.0001  -0.0006
O  -0.364  12.9434  10.1549  -0.0002  0  0.0004
O  8.3689  8.9029  19.8288  -0.0001  -0.0005  -0.0005
O  2.4243  1.3149  19.5229  0.0003  0.0007  -0.0005
O  8.1499  5.3089  16.8058  -0.0002  0  0.0008
O  2.7346  11.982  19.7054  -0.0001  -0.0006  -0.0008
O  7.1509  8.7629  15.1114  -0.0002  -0.0001  -0.0004
O  1.2797  0.1885  14.1721  0  -0.0003  0.0001
O  4.4032  3.8244  14.4384  -0.0003  0  -0.0001
O  4.2405  3.4197  10.6161  0.0005  0.0006  0.0005
O  10.9463  2.0816  14.4853  0  -0.0001  0
O  11.3769  4.8417  10.9578  0.0004  -0.0002  0.0003
O  10.838  12.0213  16.0434  0.0003  0.0003  0.0001
O  8.9336  6.9105  14.7681  -0.0003  0.0001  -0.0001
O  1.7784  3.3576  10.2091  -0.0005  0  0.0026
O  8.4626  5.9282  9.2068  -0.0007  -0.0003  0.0003
O  11.1483  2.2985  19.5399  0.0001  0.0006  -0.0005
O  5.4105  7.6124  10.9118  0.0004  -0.0001  0.0012
O  11.4258  7.5922  18.8016  0.0004  -0.0007  -0.0002
O  7.8677  8.2617  10.1309  -0.0003  -0.0001  0.0004
O  10.1328  7.1584  10.9643  -0.0005  0.0001  0.0001
O  9.2148  4.1148  14.7243  -0.0002  0.0001  -0.0002
O  8.8425  11.4707  20.5254  0.0003  -0.0006  -0.0007
O  10.583  10.5212  11.1614  0.0004  0.0003  0.0002
O  8.3552  12.2417  15.754  -0.0004  0.0003  -0.0009
O  4.4445  2.8828  19.7989  -0.0001  0.0004  -0.0009
O  4.6581  0.2223  18.7613  -0.0002  0  -0.0011
O  10.4901  10.0913  18.9792  -0.0006  0  0
O  6.7962  0.6919  17.0372  -0.0003  -0.0002  -0.0006
O  0.5112  6.7436  12.8055  0.0001  -0.0002  -0.0002
O  1.0501  7.1373  10.2747  0.0003  0.0001  0.0009
O  3.1376  7.1832  12.5426  0.0005  -0.0001  0.0004
O  3.9593  9.568  19.7934  0.0005  -0.0006  -0.0003
O  6.7851  5.2019  14.6243  0  0.0001  0
O  0.5715  0.9146  16.5469  -0.0001  -0.0003  -0.0005
O  1.5422  11.7845  17.108  0.0004  -0.0001  -0.0011
O  5.3719  8.324  13.2896  -0.0003  -0.0004  0.0003
O  2.9762  12.3767  12.6493  0.0002  0.0003  -0.0002
O  6.429  3.2076  12.8816  0.0002  0  0.0001
O  2.7914  9.3184  16.5757  -0.0001  0  -0.0007
O  6.0006  7.8994  19.7741  -0.0001  -0.0002  -0.0005
O  1.9633  6.3969  19.7626  0  0.0001  -0.0007
O  1.4642  9.6846  19.1456  0.0006  0.0004  -0.0007
O  9.4737  9.7148  15.4668  0.0001  0.0001  -0.0002
O  3.0974  8.8887  10.1867  0  -0.0004  0.0009
O  8.9894  9.0396  13.0041  0.0001  0.0004  0.0006
O  2.1435  7.3087  14.9867  0.0002  -0.0002  0.0002
O  9.1552  3.8852  18.7782  0.0002  0.0002  -0.0005
O  4.726  7.9021  15.7801  -0.0001  0  -0.0001
O  7.2383  1.5985  10.842  -0.0006  -0.0006  0.0001
O  8.1158  6.3711  19.1222  -0.0002  0.0012  -0.0001
O  5.9078  5.1632  9.6258  0.0004  0  0.0006
O  6.992  -0.9255  19.0782  0.0003  -0.0002  -0.0007
O  11.0571  2.2435  10.0792  0  0.0002  0.0008
O  8.9675  2.3915  12.7125  -0.0006  0.0002  0
O  9.7045  11.5051  13.5447  -0.0002  0  0.0004
O  6.5794  4.2004  18.7494  -0.0007  0.0002  -0.0003
O  6.0409  10.0511  9.9517  0.0003  0.0003  0.0007
O  1.3528  10.8383  10.27  0.0003  -0.0001  0.0004
O  5.1609  10.4743  14.76  0.0002  -0.0004  0.0001
O  1.6842  10.9114  14.6691  0  -0.0001  0.0007
O  11.3614  13.0856  18.6214  -0.0003  0.0001  -0.0006
O  5.4363  11.8507  16.9691  0.0001  0.0002  -0.0004
O  8.0942  10.9779  11.3508  -0.0006  0.0004  0
O  11.3176  5.0138  19.6603  0.0003  0.0003  -0.0008
O  8.3615  1.4853  15.0828  0  0  -0.0003
O  2.4312  4.0488  18.6059  0.0004  0.0001  -0.0007
O  3.7483  11.6896  10.3284  -0.0003  0.0002  0.0019
O  9.1833  0.5772  19.7226  0  -0.0001  -0.001
O  2.7725  2.6453  12.6447  0.0002  0.0002  -0.0001
O  3.638  12.6297  15.1517  -0.0002  0.0002  0
O  7.9924  4.0859  10.9343  -0.0007  0.0012  -0.0002
O  5.1126  0.2489  11.329  0.0002  0.0001  0.0002
O  4.439  5.4939  19.4751  0.0003  -0.0003  -0.0009
O  6.193  13.0667  14.6916  0.0001  0  0
O  3.0528  6.5679  17.3775  0.0001  -0.0005  0.0005
O  2.7778  0.9287  10.7167  0  0.0002  0.0009
O  0.2883  9.4507  16.8081  0  -0.0002  0.0003
O  5.2308  5.6321  12.6229  0  0.001  0.0007
O  2.1291  4.9686  13.774  0.0001  -0.0001  0.0002
O  6.9065  12.6127  9.7143  -0.0001  0.0008  0.0011

Results
free energy: -165959.294 eV
free energy less fixed offsets of B -154.04, O -568.88, Si -635.61 eV per atom: 7.286 eV

The program warned: the cutoff lies below the one the program advises for these potential files; the exchange-correlation potential is rough where the density is thin.
